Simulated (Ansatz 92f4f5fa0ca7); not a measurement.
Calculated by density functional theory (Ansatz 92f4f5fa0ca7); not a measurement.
Periodic cell of 224 atoms, Si132O90As1H1, from a study of silicon, its oxide and their interface. The atomic structure is a simulated model.

Settings: functional PBE; potential files Ansatz PAW; basis plane waves; wave-function cutoff 700 eV; density cutoff ratio 5; exchange-correlation grid ratio 1; k mesh 2 x 2 x 1, shifted by 0.5 0.5 0.5 of a step; self-consistency stop 5e-08 eV per atom in the density residual; occupations fixed; spin none; net charge 0.

Cell vectors (angstrom)
a	10.938	0	0
b	0	10.938	0
c	0	0	32.2941

Atoms and the computed forces on them: element, x, y, z (angstrom), force x, y, z (eV/angstrom)
Si	0.3771	-0.3948	24.8641	0.0422	0.0024	-0.0411
Si	5.2101	0.2095	24.7462	0.0088	0.0102	-0.0108
Si	2.8619	2.3616	24.713	-0.0098	-0.018	-0.0332
Si	7.8362	2.8567	24.7313	-0.0206	0.0026	-0.015
Si	-0.2777	5.6891	24.923	0.009	0.0197	-0.0058
Si	5.6928	5.1928	24.8434	0.0355	0.0146	-0.0339
Si	2.5837	8.2498	24.8379	-0.0224	0.0034	-0.0179
Si	8.3342	7.769	24.9687	-0.0056	-0.0296	-0.014
Si	1.4146	1.2426	26.1862	-0.0079	0.0372	-0.0021
Si	6.7442	1.3449	26.1469	0.0149	-0.006	-0.0015
Si	4.0233	4.0192	26.027	0.0072	-0.0016	0.0258
Si	9.5272	3.97	26.0613	-0.0142	0.0224	0.0049
Si	1.3311	6.8048	26.2174	0.0237	0.0052	-0.0196
Si	6.8283	6.6508	26.3126	-0.0123	0.0271	-0.0142
Si	4.145	9.4977	26.092	0.0055	0.0353	0.0136
Si	9.5451	9.5048	26.0735	0.01	-0.0067	0.0306
Si	2.8064	-0.0757	27.5352	0.0074	-0.0038	-0.009
Si	8.2042	-0.0122	27.4597	0.0107	-0.0115	0.0024
Si	0.0221	2.6887	27.4695	-0.0092	0.007	0.0051
Si	5.4255	2.7525	27.5049	0.0031	-0.0055	-0.0081
Si	2.7456	5.4248	27.4851	0.0085	-0.0118	0.0097
Si	8.2752	5.3466	27.5679	0.0109	-0.0113	-0.0045
Si	-0.0159	8.2229	27.5368	0.0051	-0.0011	-0.0079
Si	5.5003	8.1742	27.5154	-0.0162	0.0115	0.0017
Si	4.1018	1.3673	28.8759	0.0627	-0.0594	0.1535
Si	9.5708	1.3673	28.8759	-0.0427	-0.1087	-0.2938
Si	1.3673	4.1018	28.8759	-0.046	-0.1879	-0.208
Si	6.8362	4.1018	28.8759	-0.1678	-0.3536	0.3293
Si	4.1018	6.8362	28.8759	-0.0747	-0.1255	-0.1662
Si	9.5708	6.8362	28.8759	0.1096	-0.1796	0.1566
Si	1.3673	9.5708	28.8759	0.0477	-0.0285	0.2352
Si	6.8362	9.5708	28.8759	0.1432	0.0224	-0.1348
Si	0	0	30.2431	0.0494	-0.0038	-0.022
Si	5.469	0	30.2431	0.014	0.1067	-0.001
Si	2.7345	2.7345	30.2431	-0.0673	-0.105	-0.0078
Si	8.2035	2.7345	30.2431	-0.2004	-0.0686	0.0088
Si	0	5.469	30.2431	-0.021	0.1012	0.0026
Si	5.469	5.469	30.2431	0.0533	0.0129	-0.0181
Si	2.7345	8.2035	30.2431	-0.151	-0.0525	-0.0032
Si	8.2035	8.2035	30.2431	-0.0436	-0.0454	-0.0192
Si	1.3673	1.3673	31.6104	-0.0311	0.0494	0.0195
Si	6.8362	1.3673	31.6104	0.1242	-0.0735	0.0166
Si	4.1018	4.1018	31.6104	-0.0073	0.0322	-0.002
Si	9.5708	4.1018	31.6104	0.0402	-0.0257	-0.0228
Si	1.3673	6.8362	31.6104	0.0848	-0.0632	0.0078
Si	6.8362	6.8362	31.6104	-0.0311	0.0236	0.0142
Si	4.1018	9.5708	31.6104	0.0374	-0.0405	-0.0248
Si	9.5708	9.5708	31.6104	0.0157	-0.0034	0.0024
Si	2.7345	0	0.6835	0.0056	-0.0191	-0.0047
Si	8.2035	0	0.6835	-0.1047	0.0472	-0.0038
Si	0	2.7345	0.6835	-0.0278	0.0051	0.0227
Si	5.469	2.7345	0.6835	-0.0061	-0.0252	-0.0139
Si	2.7345	5.469	0.6835	-0.0836	0.0707	-0.0128
Si	8.2035	5.469	0.6835	-0.0053	0.0141	-0.0029
Si	0	8.2035	0.6835	-0.0016	-0.0168	-0.0131
Si	5.469	8.2035	0.6835	-0.0135	0.0267	0.022
Si	4.1018	1.3673	2.0507	0.0327	0.0541	0.0503
Si	9.5708	1.3673	2.0507	0.0275	-0.0354	-0.0463
Si	1.3673	4.1018	2.0507	0.1535	0.0609	-0.0349
Si	6.8362	4.1018	2.0507	0.0102	0.0139	0.0677
Si	4.1018	6.8362	2.0507	-0.0362	-0.1183	-0.0415
Si	9.5708	6.8362	2.0507	0.0337	0.0425	0.0628
Si	1.3673	9.5708	2.0507	-0.034	-0.0096	0.0557
Si	6.8362	9.5708	2.0507	0.1468	0.0335	-0.0513
Si	0	0	3.418	-0.1754	0.1212	-0.1914
Si	5.469	0	3.418	0.1961	0.092	0.1777
Si	2.7345	2.7345	3.418	0.0718	0.4447	-0.3024
Si	8.2035	2.7345	3.418	0.1371	-0.0998	0.1678
Si	0	5.469	3.418	0.1988	0.117	0.2036
Si	5.469	5.469	3.418	-0.4514	0.0326	-0.1119
Si	2.7345	8.2035	3.418	-0.0428	-0.2423	0.2696
Si	8.2035	8.2035	3.418	0.0393	0.516	-0.3637
Si	1.325	1.4444	4.7203	-0.0124	0.0132	0.0029
Si	6.857	1.3754	4.8239	0.0034	-0.0046	-0.0222
Si	4.0734	4.1192	4.8195	-0.0234	0.0155	0.0107
Si	9.5769	4.1184	4.7902	0.0106	-0.0108	0.0084
Si	1.3612	6.8382	4.8563	0.0116	-0.0118	-0.011
Si	6.7607	6.9349	4.6968	-0.0223	0.0122	0.0118
Si	4.0847	9.5922	4.7772	0.0079	-0.0097	-0.0032
Si	9.5444	9.6196	4.7882	-0.0129	0.0144	0.0041
Si	2.7348	0.1248	6.0122	0.0161	-0.0141	0.0079
Si	8.2557	0.078	6.2595	0.0057	0.003	0.0051
Si	0.0471	2.7926	6.197	-0.007	-0.0124	0.0003
Si	5.5175	2.7824	6.1633	-0.0018	-0.0089	-0.0201
Si	2.7131	5.4632	6.3087	-0.0075	-0.0124	-0.0145
Si	8.156	5.5916	5.9531	0.0115	-0.0193	0.0028
Si	-0.0121	8.2922	6.1601	-0.0101	0.0007	-0.0175
Si	5.4914	8.2992	6.1747	0.0108	-0.0082	0.0099
Si	3.9854	1.5315	7.4298	-0.0271	-0.0014	0.0443
Si	9.8743	1.2726	7.5958	0.0157	0.0076	0.007
Si	1.6816	3.7242	7.6633	0.0078	-0.0369	0.0223
Si	6.657	4.4944	7.3359	0.0058	0.0343	0.0443
Si	4.3924	6.6724	7.4649	0.0072	0.0043	0.0235
Si	9.2529	7.1141	7.3253	-0.0377	-0.0105	0.0321
Si	1.152	9.9951	7.3301	0.013	0.0244	0.058
Si	7.1029	9.4078	7.5598	0.0012	-0.0163	0.0181
O	9.5195	6.767	24.3618	-0.0045	-0.0099	-0.035
O	4.0469	1.2886	24.1934	-0.0046	-0.007	-0.0275
O	8.1706	8.2051	7.9532	0.0028	0.0115	0.0295
O	2.8989	2.6529	7.9385	0.0105	-0.0004	0.0235
O	6.8131	4.0913	24.3375	-0.0028	-0.0074	-0.0296
O	1.47	9.3866	24.423	0.0014	-0.0154	-0.0283
O	5.5113	5.5417	7.935	0.0073	-0.0033	0.0306
O	0.0533	0.1075	8.0197	0.0056	-0.0057	0.0284
O	7.6198	4.0531	8.5791	-0.0143	-0.0137	-0.0037
O	6.5643	10.0276	9.0056	0.0001	0.0077	-0.0057
O	9.8541	6.2037	8.571	0.0104	0.0278	0.0057
O	2.174	9.4544	8.5	-0.0335	-0.0277	-0.0088
O	4.565	0.7743	8.7797	0.0067	0.0172	-0.0164
O	1.072	3.8498	9.197	0.0116	0.0111	-0.0055
O	9.4127	2.0885	8.9802	-0.0017	-0.0038	-0.0054
O	3.8897	7.3819	8.8967	-0.0125	0.001	-0.0027
O	7.2579	8.1711	23.766	0.0163	0.0234	-0.0133
O	8.1245	2.0774	23.298	0.0013	0.0214	-0.0081
O	5.1954	5.9207	23.4615	-0.0083	-0.001	0.0134
O	1.975	2.885	23.3981	0.0108	0.0059	0.0093
O	10.9755	0.259	23.3844	-0.0134	-0.0212	-0.0009
O	0.5742	5.124	23.6358	-0.0177	-0.0323	-0.0138
O	3.1899	7.6424	23.4244	0.0101	-0.0068	0.0036
O	6.009	10.5162	23.4282	-0.0073	-0.0066	0.0012
Si	6.1528	-2.828	20.4328	-0.004	0.0041	0.0029
Si	4.1659	6.7134	22.4953	-0.0058	0.0036	-0.0056
Si	-6.7056	15.2735	11.7737	0.0008	0.0112	0.0014
Si	5.658	1.6417	12.2892	0.0027	-0.0085	0.0018
Si	5.9272	0.4638	9.6297	0.0106	0.0045	-0.0052
Si	-1.1202	-0.6253	16.3049	-0.0023	0.0014	0.0007
Si	-0.0087	-0.4466	13.3963	0.004	0.0057	0.0071
Si	-1.9367	2.2667	21.9213	0.0035	0.0007	0.0036
Si	5.4673	5.0119	14.2936	0.001	0.0053	0.0018
Si	2.865	3.4502	18.5698	-0.0014	0.0037	-0.0013
Si	2.1731	-2.2797	12.4275	0.0118	0.0021	-0.0087
Si	2.0585	5.4863	20.6437	-0.0002	-0.0049	-0.0004
Si	8.079	2.8608	9.5703	-0.006	-0.0049	-0.0029
Si	0.126	8.0396	20.4457	0.0061	0.0055	-0.0041
Si	12.8499	3.1939	15.9071	-0.0015	-0.0013	0.0034
Si	3.8549	-3.3269	14.6696	0.0068	0.0038	0.0009
Si	-1.3542	5.6359	13.9766	-0.0022	-0.0041	0.0019
Si	-2.878	14.477	19.2411	0.0006	-0.0031	0.0031
Si	5.7851	3.5254	17.1753	-0.0007	0.0022	-0.0041
Si	8.5697	6.4922	19.3869	-0.0038	0.0027	0.0005
Si	-3.7462	-1.4055	22.869	0.0167	0.0001	0.0082
Si	-1.4516	7.1874	16.4803	-0.0014	-0.001	-0.0013
Si	7.6458	1.2263	17.5079	-0.0002	-0.0012	-0.0035
As	2.9809	0.8245	20.5167	-0.0021	0.0044	-0.0119
Si	12.1318	4.237	10.787	-0.003	0.0074	0.0028
Si	5.4376	10.4956	18.7767	0.0019	0.0019	-0.0038
Si	10.0362	10.5413	22.2198	-0.0057	-0.0011	0.0115
Si	-0.6713	-3.0075	12.2086	-0.0027	0.0018	-0.0088
Si	1.1626	-0.9388	18.2869	-0.0099	-0.0018	-0.0006
Si	2.5228	8.1472	9.3821	-0.004	-0.0015	-0.012
Si	-3.1453	3.6711	12.6175	0.0056	0.0007	-0.003
Si	-0.1226	6.6571	9.7917	0.012	0.0051	-0.01
Si	0.7823	3.7958	22.7151	-0.0161	0.0058	0.0051
Si	-7.4799	1.3369	14.3181	0.0004	0.0021	0.0054
Si	12.1122	6.0991	15.5132	0.0022	0.0024	0.0044
Si	0.8882	2.2393	13.2028	-0.0069	0.0042	0.0036
Si	3.5741	-0.9631	16.3902	0.0032	-0.0037	-0.0024
O	2.2352	-1.4455	17.1742	0.0072	0.0246	0.0078
O	-1.9907	-6.0361	19.3872	-0.0148	0.0113	-0.0011
O	4.6075	-0.225	17.3947	-0.0047	-0.019	0.0158
O	-2.0929	6.1776	15.3476	0.031	0.01	-0.0017
O	0.6625	3.2403	11.9483	0.0198	-0.0013	0
O	1.2723	-4.0165	20.7903	-0.0143	-0.009	0.001
O	1.3243	7.0668	9.1598	-0.0114	0.0159	0.0329
O	-6.0751	2.8424	11.4894	0.0116	0.0017	0.0246
O	9.3054	-4.1481	12.8489	0.0236	0.0021	0.0114
O	5.0994	-4.3613	14.5539	-0.0067	-0.0075	-0.0099
O	2.4115	1.6438	13.0987	-0.0111	-0.001	0.0186
O	4.1745	4.4496	13.4255	0.0103	0.0051	-0.0262
O	-4.0103	0.2118	18.5833	-0.0159	0.0097	-0.021
O	3.3321	2.5835	15.3669	-0.0254	-0.008	-0.0071
O	4.3539	8.6973	15.7642	-0.0275	0.0135	-0.0087
O	5.7888	4.3844	15.7732	-0.0033	-0.0059	-0.0024
O	2.3776	7.1014	15.1345	-0.0068	0.0014	0.0095
O	8.6957	-0.8287	23.0333	0.0019	0.0034	-0.0371
O	-5.7556	16.4176	11.1073	-0.0428	0.0028	-0.0377
O	1.9695	4.8054	16.0555	-0.0115	-0.011	-0.0137
O	6.6838	4.0432	18.4764	0.0096	-0.0135	-0.0075
O	1.1577	4.2686	21.2196	0.0146	0.0277	0.0155
O	4.2816	3.548	17.7735	-0.0175	0.0043	0.0039
O	6.9281	1.7265	9.4752	-0.0078	-0.0074	0.0069
O	0.9132	-3.3213	12.5635	-0.0235	0.0148	-0.0147
O	-0.6453	3.073	22.4922	0.0036	-0.0055	-0.0044
O	6.4461	2.0744	16.7655	0.0227	0.0074	0.0293
O	-0.8179	7.9103	10.58	0.0178	-0.024	0.0253
O	-8.476	4.9624	19.1351	0.011	-0.0209	0.0057
O	20.5781	7.2762	20.3205	0.0156	0.0016	-0.0181
O	5.6896	0.3608	11.2512	-0.0039	0.0226	0.0019
O	8.6654	6.9853	17.8517	0.008	-0.01	0.0153
O	-2.8919	2.9747	20.7935	0.015	-0.0133	-0.0016
O	9.1227	4.1397	13.4729	0.0162	0.0165	-0.0044
O	-9.1667	2.785	17.5027	0.0299	-0.0035	0.0159
O	-0.2266	12.0218	12.8923	0.0176	-0.013	0.0132
O	-1.0657	-1.5105	12.7426	0.0351	-0.01	-0.0004
O	0.6302	-2.2644	19.0527	-0.0019	0.0138	0.0225
O	3.0329	2.4868	19.8746	0.0021	-0.0109	-0.0222
O	1.8576	11.0727	19.2837	-0.0092	-0.0101	-0.0157
O	2.6818	8.6938	10.8874	-0.0201	-0.0152	-0.0077
O	3.5377	-2.6553	13.2172	-0.0004	0.001	0.021
O	5.5869	8.8937	19.1156	0.0079	0.019	0.0183
O	-11.1101	-0.3097	17.5908	0.016	-0.0165	-0.0081
O	8.5291	0.3791	16.4277	0.0053	-0.0069	0.023
O	4.9407	7.6373	21.4043	0.0136	-0.0066	-0.0004
O	2.7516	4.5541	11.1271	0.0024	-0.0111	0.0027
O	-4.2177	4.7631	13.2503	-0.0215	-0.0102	0.0112
O	-6.3109	11.2286	19.994	0.0097	-0.0069	-0.0185
O	-0.1898	10.5719	15.0023	-0.0082	-0.0083	-0.0116
O	7.0008	9.2149	21.2903	-0.0164	-0.02	0.0071
O	0.2517	-5.3588	14.2674	-0.0183	0.0208	0.016
O	8.6161	13.2427	18.3037	-0.0325	-0.0032	0.0014
O	8.2444	3.603	11.0279	-0.0017	-0.0041	0.0019
O	7.1315	2.1758	12.8136	-0.0231	0.0116	-0.0047
O	-0.1259	-1.6493	21.5015	-0.0091	-0.0021	-0.0067
O	1.5127	-0.886	12.9556	-0.0211	-0.0012	-0.0011
O	0.1532	6.807	16.5897	-0.0158	-0.004	-0.0302
O	0.1486	5.4877	10.8871	0.0064	0.0144	-0.0195
O	0.7659	2.7647	14.7847	0.0267	-0.0064	-0.0071
O	7.0818	6.8422	19.9786	0.0063	0.0175	0.0011
O	3.3547	5.6106	21.6238	-0.0109	0.0113	-0.0053
O	-1.6331	8.7697	16.1429	0.0136	0.013	0.0076
O	3.1105	0.0082	15.1758	0.0176	0.0018	0.0105
O	-1.3764	0.8518	21.2678	-0.0035	0.0167	0.0273
O	-6.0131	1.1765	13.6619	-0.0199	0.0082	-0.0161
H	-6.1292	16.9587	10.3907	0.0257	-0.0264	0.0458

Results
free energy: -139986.067 eV
free energy less fixed offsets of As -4857.07, H -17.10, O -569.03, Si -635.61 eV per atom: 1.323 eV

The program warned: the cutoff lies below the one the program advises for these potential files; the exchange-correlation potential is rough where the density is thin.
